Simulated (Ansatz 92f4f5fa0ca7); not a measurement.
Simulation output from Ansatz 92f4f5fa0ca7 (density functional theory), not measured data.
Periodic cell of 216 atoms, Si120O64H32, with a vacuum gap, from a study of silicon, its oxide and their interface. The atomic structure is a simulated model.

Settings: functional r2SCAN; potential files Ansatz PAW; basis plane waves; wave-function cutoff 800 eV; density cutoff ratio 5; exchange-correlation grid ratio 1; k mesh 1 x 1 x 1, shifted by 0.5 0.5 0 of a step; self-consistency stop 1e-11 eV per atom in the density residual; occupations fixed; spin none; net charge 0; applied field sawtooth along c, amplitude +0.015 V/angstrom in the program's sign convention, ramp centred at 0.9874 of c and 0.0251 of c wide, no dipole correction.

Cell vectors (angstrom)
a, 10.888, 0, 0
b, 0, 10.888, 0
c, 0, 0, 39.7742

Atoms and the computed forces on them: element, x, y, z (angstrom), force x, y, z (eV/angstrom)
Si, -3.663, -2.6247, 24.1588, 0.0085, -0.0035, 0.0445
Si, 1.8326, 0.4028, 26.788, 0.002, -0.0052, -0.0247
Si, 0.2238, 7.242, 24.8, -0.0058, 0.009, 0.0484
Si, 0.766, 6.127, 21.8622, -0.0035, 0.0017, 0.0673
Si, 9.2769, -1.2074, 22.5452, 0.0078, -0.0064, 0.047
Si, 5.9408, 1.6741, 25.1046, 0.0001, 0.0026, 0.0416
Si, 2.7065, 5.5878, 28.7801, 0.0091, -0.0037, 0.0017
Si, 8.4153, 7.7217, 26.093, -0.0068, 0.0078, 0.0144
Si, 1.683, 2.6473, 27.0854, -0.002, -0.0096, -0.0013
Si, 5.008, 4.5547, 25.7938, 0.0004, -0.0067, 0.0368
Si, 1.8643, 7.3653, 27.4124, 0.0103, 0.0132, -0.0034
Si, 3.7311, 8.9714, 27.3361, -0.0123, 0.0005, 0.0028
Si, 5.3979, 2.7156, 28.7501, 0.0238, 0.0142, 0.0158
Si, 8.9901, 3.5739, 27.7158, -0.0159, -0.0082, -0.0025
Si, 6.9264, 6.5726, 27.46, 0.0286, 0.0185, -0.0088
Si, 9.3936, 9.5134, 27.3329, -0.017, -0.0049, -0.0145
Si, 0.0353, 2.8156, 28.8229, -0.0045, -0.0127, 0.0186
Si, 2.7871, -0.2765, 28.7887, -0.0143, -0.0031, -0.008
Si, 0.0292, 8.2423, 28.6796, 0.0103, 0.0124, 0.0117
Si, 3.671, 3.8593, 27.5458, -0.01, -0.0035, -0.0018
Si, 7.3338, 1.8225, 27.6372, 0.0122, 0.0137, 0.0026
Si, 8.2089, 0.0065, 28.8284, 0.0212, 0.0062, 0.0031
Si, 5.5107, 8.0529, 28.6242, -0.0035, 0.0098, 0.0101
Si, 8.168, 5.3501, 28.9484, -0.0073, -0.02, 0.0091
Si, 1.3236, 4.2335, 30.1625, 0.0101, -0.0172, 0.0275
Si, 4.0697, 1.285, 30.052, -0.0183, -0.0101, 0.0375
Si, 1.3252, 9.4898, 30.2012, 0.0036, 0.0103, 0.0168
Si, 4.1653, 6.8027, 30.1418, -0.0006, -0.0144, 0.0318
Si, 6.7252, 4.0425, 30.2252, -0.0076, 0.0221, 0.0137
Si, 9.6743, 1.2961, 30.1588, -0.0156, -0.0213, 0.0146
Si, 6.7683, 9.5046, 30.0519, -0.0001, -0.0055, 0.0265
Si, 9.592, 6.8193, 30.0838, 0.0133, 0.0188, 0.0417
Si, 0.0411, -0.024, 31.5893, 0.0077, -0.0123, 0.1809
Si, 2.7102, 2.7313, 31.4012, 0.02, -0.0109, 0.1787
Si, -0.0132, 5.5115, 31.5468, -0.013, -0.0065, 0.2091
Si, 2.743, 8.1339, 31.4878, 0.0035, 0.003, 0.1644
Si, 5.4249, -0.0358, 31.4522, 0.0126, 0.0085, 0.1607
Si, 8.2039, 2.6725, 31.4518, 0.0118, -0.0024, 0.1482
Si, 5.4382, 5.4368, 31.5729, 0.0038, -0.0062, 0.169
Si, 8.1687, 8.1629, 31.4237, -0.0273, 0.0179, 0.1819
Si, 1.4057, 1.3855, 32.8629, -0.096, -0.0544, 0.2166
Si, 4.0456, 4.0579, 32.8466, 0.0672, 0.0305, 0.2518
Si, 1.3639, 6.8352, 32.8727, 0.1214, -0.0692, 0.5041
Si, 4.0806, 9.5164, 32.8387, 0.0066, -0.0171, 0.2926
Si, 6.8192, 1.3269, 32.7913, 0.031, -0.1117, 0.2657
Si, 9.5267, 4.077, 32.8264, -0.0977, 0.0512, 0.2719
Si, 6.8342, 6.8171, 32.8581, 0.0043, -0.0753, 0.172
Si, 9.4969, 9.509, 32.857, 0.1031, 0.0467, 0.2247
Si, 0.0004, 2.7237, 6.932, -0.0419, -0.0849, -0.2115
Si, 2.7563, -0.0017, 6.9488, -0.0316, -0.1082, -0.2084
Si, 0.0156, 8.2024, 6.9532, 0.0313, -0.0127, -0.2829
Si, 2.6812, 5.4432, 6.9238, -0.0583, 0.2517, -0.4411
Si, 5.4608, 2.6922, 6.8828, 0.0337, 0.02, -0.2777
Si, 8.1349, -0.0051, 6.9308, 0.0041, 0.1151, -0.2707
Si, 5.4441, 8.1787, 6.939, -0.1614, 0.0267, -0.2079
Si, 8.2058, 5.4448, 6.9296, 0.0693, -0.0339, -0.3147
Si, 1.3411, 4.0988, 8.2915, -0.0027, -0.0245, -0.2012
Si, 4.1392, 1.3354, 8.2902, -0.0293, 0.043, -0.1916
Si, 1.3762, 9.5543, 8.332, 0.0362, -0.0357, -0.1735
Si, 4.0251, 6.8297, 8.2579, -0.0414, 0.0533, -0.1703
Si, 6.8295, 4.0552, 8.2263, 0.0215, -0.0142, -0.1767
Si, 9.5299, 1.331, 8.2787, 0.0254, -0.0275, -0.1614
Si, 6.7632, 9.5729, 8.317, 0.01, -0.0128, -0.1866
Si, 9.5531, 6.8349, 8.2921, -0.0433, 0.0445, -0.1755
Si, 0.0123, 0.0169, 9.6911, -0.0199, 0.0038, -0.0149
Si, 2.7636, 2.7257, 9.5601, 0.0078, -0.0026, -0.0201
Si, 0.0118, 5.4803, 9.6637, 0.0036, 0.0084, -0.0207
Si, 2.7144, 8.1871, 9.7294, 0.0085, -0.0109, -0.0268
Si, 5.4176, 0.0025, 9.776, 0.0058, 0.0064, -0.0298
Si, 8.1499, 2.6669, 9.6236, 0.0006, 0.0046, -0.0231
Si, 5.4271, 5.4429, 9.4823, -0.0028, 0.008, -0.0169
Si, 8.1808, 8.2383, 9.6002, 0.0143, -0.0154, -0.0109
Si, 1.4039, 1.4536, 10.9608, -0.0033, -0.0056, 0.005
Si, 4.1891, 4.0307, 10.8645, 0.002, 0.0048, 0.0024
Si, 1.401, 6.7735, 11.0964, -0.0002, 0.0067, -0.0131
Si, 7.1157, 9.1317, 13.7453, -0.0081, 0.0024, 0.0272
Si, 6.8514, 1.3341, 11.1136, 0.0051, 0.0134, -0.0194
Si, 9.4556, 4.1196, 10.9059, -0.0071, -0.0077, -0.0134
Si, 6.6701, 6.9169, 10.7733, 0.0031, -0.0065, 0.0032
Si, 9.5539, 9.5041, 11.0597, -0.0055, 0.0044, 0.0041
Si, -1.2149, 1.4341, 13.6132, -0.0056, 0.0051, 0.0134
Si, 2.655, 0.1778, 12.5016, 0.0026, 0.0103, 0.0028
Si, -0.1234, 7.9728, 12.4504, -0.0183, -0.002, 0.0199
Si, 2.9947, 5.4351, 12.2462, 0.0101, -0.0067, 0.0086
Si, 5.4957, 2.7857, 12.4013, -0.0141, 0.0025, 0.0078
Si, 5.344, -0.3, 15.931, 0.0035, 0.004, 0.0742
Si, 4.008, 9.5643, 11.1931, -0.0109, -0.0075, -0.011
Si, 7.8971, 5.4643, 12.0292, 0.0019, 0.0139, 0.0132
Si, 3.2372, 6.247, 15.6871, -0.0043, 0.0023, 0.0705
Si, 3.9789, 1.6612, 13.7694, 0.0014, -0.007, 0.0231
Si, 1.1066, 10.3044, 14.1195, 0.0039, -0.0087, 0.042
Si, 4.6047, 6.3433, 13.6948, -0.0077, 0.0101, -0.0129
Si, 6.3569, 4.6346, 13.5912, 0.0204, -0.0105, 0.0081
Si, 10.8581, 2.8043, 12.2261, 0.0057, -0.0081, 0.0122
Si, 8.2044, 10.8441, 12.5033, 0.0122, -0.0054, 0.0089
Si, 9.0827, 6.7179, 13.5102, 0.001, -0.0082, 0.0108
Si, -26.3053, -21.6122, 18.7974, 0.0057, -0.0135, 0.0775
Si, 1.0593, -11.0868, 18.7302, -0.0162, 0.0123, 0.0722
Si, -8.2495, -1.6947, 16.608, -0.0017, 0.0063, 0.073
Si, 26.6545, -12.2335, 20.9254, -0.0097, 0.0085, 0.0778
Si, 1.3676, 12.2628, 21.2363, -0.0013, -0.0048, 0.067
Si, -8.0477, -0.3103, 23.1339, 0.0088, -0.009, 0.0677
Si, 6.7685, -0.1368, 23.0723, -0.0025, 0.0109, 0.051
Si, -18.1845, 10.5865, 25.4553, -0.0172, -0.0011, -0.0007
Si, 9.2704, 6.6457, 19.9711, -0.0009, 0.0088, 0.059
Si, -23.4913, 20.4963, 19.4164, 0.0041, -0.0069, 0.0663
Si, 20.384, -6.8222, 18.2321, 0.0054, 0.0064, 0.0788
Si, 3.7475, -4.337, 20.8254, 0.0011, 0.0117, 0.0697
Si, -11.4272, -18.3437, 22.1524, 0, -0.0006, 0.0543
Si, 21.9461, -1.4456, 24.0335, -0.0065, 0.0012, 0.0191
Si, -11.1227, 10.8549, 25.8616, 0.0092, -0.0043, 0.0086
Si, 8.8027, -28.5237, 15.1618, 0.0186, 0.0024, 0.0581
Si, -28.7013, 4.6526, 18.2281, 0.0004, -0.0122, 0.0776
Si, -16.2684, 27.6345, 23.2667, -0.0034, 0.0093, 0.0584
Si, -9.3801, 24.506, 18.7242, 0.0007, -0.0066, 0.0611
Si, -4.3231, 14.093, 19.2372, 0.0029, 0.0038, 0.053
Si, -14.2125, 4.7346, 21.5397, 0.0037, 0.0042, 0.0557
Si, 16.3535, -13.6463, 12.4135, 0.015, -0.0077, 0.0077
Si, 13.0186, -17.6196, 13.9493, 0.0022, 0.0068, 0.0299
Si, -0.5243, 13.9189, 25.2617, 0.0017, -0.0078, 0.0545
O, 4.074, -16.2352, 16.8815, -0.0066, 0.0235, -0.0599
O, -10.9985, 0.4766, 14.3866, -0.001, 0.0043, -0.0232
O, -13.9751, 10.3591, 19.0289, -0.0137, 0.0076, -0.0248
O, 27.869, -5.3842, 26.5323, -0.0115, -0.0058, 0.002
O, -20.1391, -12.2707, 23.2776, 0.0068, 0.0025, -0.0239
O, 8.9576, 8.0199, 19.1844, -0.002, 0.0021, -0.0224
O, 4.5419, 16.2263, 24.4551, 0.0077, 0.0087, -0.0287
O, -8.8288, 26.9682, 15.2213, -0.0002, -0.0067, -0.0354
O, 21.2887, -11.5618, 18.5383, 0.0082, 0.0019, -0.0211
O, -13.4463, 19.2725, 22.9444, 0.0034, 0.0057, -0.0266
O, 8.3537, 0.1089, 22.8774, -0.0008, 0, -0.0196
O, 10.0482, 1.45, 25.4636, -0.0028, 0.0083, -0.0123
O, -1.2637, 5.5456, 18.8525, 0.0025, -0.0192, -0.0296
O, 22.4415, 14.5406, 13.4793, -0.0053, 0.0006, -0.019
O, -12.2011, -1.1223, 20.9721, -0.007, 0.0018, -0.0771
O, -4.543, 1.6282, 19.4619, -0.0004, -0.0024, -0.0207
O, 2.5386, 29.3838, 16.2632, 0.0066, -0.0145, -0.0299
O, -6.2688, -15.9697, 21.9433, -0.0145, 0.0009, -0.0433
O, 2.2094, -4.2541, 21.338, 0.0134, 0, -0.0191
O, 15.3489, 8.0035, 20.6424, -0.0013, -0.0063, -0.0218
O, -11.2576, 6.8842, 20.9844, -0.0154, 0.0005, -0.0309
O, -9.6047, 0.0124, 20.3401, -0.004, -0.0093, -0.0451
O, 0.5752, 8.8441, 13.6592, 0.0029, -0.0033, -0.0198
O, -8.8526, 9.5558, 18.0802, 0.0155, -0.0145, -0.0472
O, 15.5658, 0.8996, 25.7324, 0.0107, 0.0064, -0.0166
O, -1.3895, 5.4954, 14.5412, 0.0003, 0.0153, -0.0205
O, 16.9732, 11.2188, 17.2146, -0.0165, -0.005, -0.0591
O, -15.3398, 31.5081, 15.1011, 0.0168, -0.0131, -0.0379
O, 0.5559, 6.4061, 23.4454, 0.0067, -0.0161, -0.0438
O, -12.071, 28.5965, 25.5229, 0.0112, -0.0015, -0.019
O, -7.1685, 10.1515, 21.8534, 0.0196, -0.012, -0.0569
O, -17.9813, -16.096, 19.4696, 0.0014, -0.0227, -0.0541
O, 15.6045, 0.8731, 15.005, -0.0107, 0.0187, -0.0382
O, -18.756, 2.8489, 14.3964, 0.0035, -0.0006, -0.0225
O, 7.2074, -9.5553, 26.0528, -0.013, -0.0054, -0.0284
O, 1.4271, -3.9408, 25.8716, -0.0088, -0.005, -0.0248
O, -5.7451, -11.5752, 19.469, 0.0105, 0.0122, -0.0446
O, 8.1584, 18.8129, 14.1981, -0.0014, 0.0024, -0.0078
O, 2.1753, -9.7764, 22.6248, -0.0166, 0.0168, -0.0458
O, -9.0844, -0.804, 15.5571, -0.013, 0.0134, -0.0451
O, -13.6946, -7.4881, 18.6804, 0.009, 0.0012, -0.0164
O, -13.7986, -4.7528, 20.8185, 0.0065, 0.0045, -0.0273
O, 16.2319, -17.9781, 18.339, -0.0118, 0.0065, -0.0322
O, 16.6331, 25.0292, 25.183, 0.0021, -0.0034, -0.0175
O, 21.1345, 25.2389, 23.7431, 0.0024, 0.0053, -0.0555
O, 4.1936, -23.0691, 16.4713, 0.0047, 0.002, -0.0267
O, -1.5989, 14.7725, 26.1188, 0.0139, 0.0015, -0.0252
O, 6.0937, -9.6338, 23.536, 0.0036, -0.0077, -0.0259
O, -19.7569, -19.2829, 20.2585, 0.0007, 0.0104, -0.0426
O, 6.875, -16.7617, 22.9808, 0.0101, -0.0069, -0.0302
O, -10.9869, -19.8166, 21.6399, 0.0058, -0.0046, -0.0247
O, 23.1802, -9.6442, 18.0401, 0.0021, 0.0003, -0.0322
O, 2.6411, 14.5825, 18.0852, 0.009, 0.0087, -0.0199
O, -12.715, 2.6357, 14.5643, 0.0038, -0.0171, -0.0322
O, -4.9012, -14.4308, 23.6734, -0.011, -0.0102, -0.0226
O, 7.182, -6.5359, 15.0116, -0.0184, 0.0031, -0.0289
O, -21.223, 4.5291, 21.6609, 0.0018, 0.0015, -0.0287
O, 0.9808, 3.3837, 25.7767, -0.0059, 0.006, -0.0226
O, -15.3066, 3.9504, 20.6603, -0.0086, -0.0138, -0.0363
O, 10.8716, -18.4674, 18.6636, -0.0086, 0.0033, -0.0217
O, -12.3731, -6.7759, 16.6397, -0.0148, 0.001, -0.0703
O, 30.6596, -7.0786, 21.608, -0.0097, 0.0039, -0.0132
O, -4.3426, 9.7442, 24.3395, 0.0003, 0.0043, -0.0279
O, -4.6669, -44.4682, 21.7562, -0.0106, -0.0088, -0.0444
H, 0.5641, 2.1869, 33.7953, 0.3509, -0.2163, -0.2523
H, 2.2165, 0.5528, 33.7953, -0.1708, 0.441, -0.2479
H, 3.23, 4.8859, 33.779, 0.1549, -0.3978, -0.2633
H, 4.8819, 3.2509, 33.779, -0.3108, 0.1953, -0.2467
H, 0.5478, 7.6627, 33.8052, 0.3924, -0.1906, -0.2534
H, 2.1627, 5.9911, 33.8052, -0.2892, 0.2787, -0.2208
H, 3.2729, 10.352, 33.7711, 0.2887, -0.3196, -0.2787
H, 4.9102, 8.7025, 33.7711, -0.2954, 0.2744, -0.2664
H, 7.6359, 0.5, 33.7238, -0.4148, 0.309, -0.2422
H, 5.9995, 2.1508, 33.7238, 0.2575, -0.2166, -0.3103
H, 8.7194, 4.913, 33.7588, 0.2078, -0.4113, -0.2481
H, 10.351, 3.2577, 33.7588, -0.2576, 0.2951, -0.2937
H, 7.6558, 5.9951, 33.7905, -0.2509, 0.3552, -0.247
H, 6.004, 7.6303, 33.7905, 0.3627, -0.1962, -0.2666
H, 10.3484, 8.718, 33.7894, -0.4172, 0.1556, -0.2466
H, 8.6787, 10.3343, 33.7894, 0.2907, -0.3886, -0.2459
H, -0.8239, 3.543, 5.9996, 0.3018, -0.3588, 0.2591
H, 0.8421, 1.9222, 5.9996, -0.2637, 0.261, 0.2684
H, 1.9456, 0.831, 6.0164, 0.2697, -0.2437, 0.2913
H, 3.5641, -0.8373, 6.0164, -0.3778, 0.2949, 0.2469
H, 0.8317, 7.3749, 6.0207, -0.2576, 0.3462, 0.2627
H, -0.836, 8.9933, 6.0207, 0.3589, -0.2095, 0.2726
H, 1.8824, 6.2873, 5.9914, 0.2297, -0.4263, 0.1819
H, 3.4967, 4.6152, 5.9914, -0.1849, 0.2587, 0.3129
H, 4.6245, 3.4993, 5.9503, 0.1931, -0.2565, 0.2922
H, 6.2805, 1.8683, 5.9503, -0.367, 0.3677, 0.2217
H, 8.9531, -0.8305, 5.9983, -0.3681, 0.185, 0.2775
H, 7.3182, 0.8217, 5.9983, 0.4253, -0.2978, 0.2566
H, 4.6144, 8.9926, 6.0065, 0.3923, -0.3024, 0.2107
H, 6.2743, 7.3655, 6.0065, -0.2407, 0.2487, 0.3139
H, 7.3842, 6.2668, 5.9972, 0.252, -0.2559, 0.2761
H, 9.0131, 4.6088, 5.9972, -0.2503, 0.4295, 0.2293

Results
free energy: -113755.981 eV
free energy less fixed offsets of H -15.71, O -570.45, Si -639.56 eV per atom: 2.739 eV

The program warned: the cutoff lies below the one the program advises for these potential files; the forces do not sum to zero within the program's tolerance; empty levels may hold ghost states of the PAW files; the exchange-correlation potential is rough where the density is thin.
